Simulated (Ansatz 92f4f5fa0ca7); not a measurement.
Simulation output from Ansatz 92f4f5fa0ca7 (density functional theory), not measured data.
Periodic cell of 214 atoms, Si131O81P2, from a study of silicon, its oxide and their interface. The atomic structure is a simulated model.

Settings: functional PBE; potential files Ansatz PAW; basis plane waves; wave-function cutoff 700 eV; density cutoff ratio 5; exchange-correlation grid ratio 1; k mesh 2 x 2 x 1, shifted by 0.5 0.5 0.5 of a step; self-consistency stop 5e-08 eV per atom in the density residual; occupations fixed; spin none; net charge 0.

Cell vectors (angstrom)
a, 10.938, 0, 0
b, 0, 10.938, 0
c, 0, 0, 31.5432

Atoms: element, x, y, z (angstrom)
Si, 10.3755, 0.4829, 24.1814
Si, 6.104, 10.4176, 24.2208
Si, 2.0824, 3.2662, 24.0585
Si, 8.7149, 2.249, 24.2662
Si, 0.453, 5.1037, 24.1053
Si, 5.0914, 5.9151, 24.1863
Si, 3.4048, 7.6385, 24.147
P, 7.718, 8.6839, 24.1199
Si, 1.2695, 1.4362, 25.3681
Si, 6.9458, 1.2989, 25.4895
Si, 4.0162, 4.1095, 25.2873
Si, 9.6458, 4.1111, 25.3796
Si, 1.4777, 6.8258, 25.3322
Si, 6.8086, 7.0026, 25.4283
Si, 4.2084, 9.5118, 25.3527
Si, 9.4028, 9.6149, 25.4023
Si, 2.7459, 0.0143, 26.6048
Si, 8.2314, -0.0024, 26.9524
Si, -0.0064, 2.7631, 26.858
Si, 5.4357, 2.7259, 26.6358
Si, 2.7415, 5.4517, 26.803
Si, 8.2167, 5.5196, 26.6508
Si, -0.0081, 8.2116, 26.6063
Si, 5.4466, 8.212, 26.898
Si, 4.0938, 1.3623, 28.0512
Si, 9.5838, 1.4073, 28.2299
Si, 1.3794, 4.1124, 28.1817
Si, 6.812, 4.1249, 28.0215
Si, 4.0712, 6.8226, 28.1891
Si, 9.6005, 6.842, 28.06
Si, 1.3598, 9.5921, 28.0142
Si, 6.8294, 9.5638, 28.2337
Si, 0.026, -0.0099, 29.4924
Si, 5.4418, 0.0259, 29.502
Si, 2.7515, 2.7181, 29.4878
Si, 8.1618, 2.7812, 29.4897
Si, -0.0079, 5.4848, 29.4959
Si, 5.4769, 5.458, 29.4883
Si, 2.6954, 8.229, 29.4779
Si, 8.2337, 8.1757, 29.5003
Si, 1.3673, 1.3673, 30.8594
Si, 6.8362, 1.3673, 30.8594
Si, 4.1018, 4.1018, 30.8594
Si, 9.5708, 4.1018, 30.8594
Si, 1.3673, 6.8362, 30.8594
Si, 6.8362, 6.8362, 30.8594
Si, 4.1018, 9.5708, 30.8594
Si, 9.5708, 9.5708, 30.8594
Si, 2.7345, 0, 0.6835
Si, 8.2035, 0, 0.6835
Si, 0, 2.7345, 0.6835
Si, 5.469, 2.7345, 0.6835
Si, 2.7345, 5.469, 0.6835
Si, 8.2035, 5.469, 0.6835
Si, 0, 8.2035, 0.6835
Si, 5.469, 8.2035, 0.6835
Si, 4.1148, 1.3493, 2.0536
Si, 9.5391, 1.3862, 2.0407
Si, 1.3297, 4.1342, 2.0543
Si, 6.8523, 4.0739, 2.0535
Si, 4.0783, 6.861, 2.0388
Si, 9.5878, 6.8185, 2.0525
Si, 1.3774, 9.5593, 2.0546
Si, 6.8277, 9.5759, 2.0659
Si, -0.0436, -0.0114, 3.3449
Si, 5.4622, -0.0103, 3.4861
Si, 2.6963, 2.7222, 3.34
Si, 8.1841, 2.7002, 3.4926
Si, -0.0269, 5.4725, 3.5104
Si, 5.4573, 5.4725, 3.3282
Si, 2.7363, 8.2063, 3.4799
Si, 8.2211, 8.1861, 3.382
Si, 1.2926, 1.367, 4.6758
Si, 6.8404, 1.3062, 4.9135
Si, 4.0643, 4.1174, 4.6426
Si, 9.5305, 4.0666, 4.8953
Si, 1.354, 6.8731, 4.8872
Si, 6.8347, 6.8028, 4.6905
Si, 4.105, 9.5644, 4.8919
Si, 9.5722, 9.5696, 4.7477
Si, 2.6198, 0.0435, 6.1068
Si, 8.2288, -0.1294, 6.27
Si, -0.0211, 2.6515, 6.1948
Si, 5.3785, 2.7705, 6.0715
Si, 2.7513, 5.4333, 6.1281
Si, 8.0955, 5.4409, 6.1839
Si, -0.0018, 8.3011, 6.2298
Si, 5.5652, 8.1525, 6.1574
Si, 3.4755, 1.945, 7.1763
Si, 10.0263, 0.8317, 7.4719
Si, 1.7727, 3.6615, 7.3402
Si, 6.2094, 4.5278, 7.3844
Si, 4.6352, 6.3082, 7.2529
Si, 9.1717, 7.1907, 7.3222
Si, 0.8965, 10.1575, 7.522
Si, 7.416, 8.8873, 7.4905
O, 4.557, 6.5962, 8.8803
O, 1.398, 3.9911, 8.9292
O, 9.7774, 6.5502, 8.7321
O, 1.3106, 10.1059, 9.1531
O, 6.0748, 4.2228, 9.0254
O, 3.7093, 1.6305, 8.7697
O, 7.1474, 8.9678, 9.1414
O, 9.6608, 1.0827, 9.075
O, 8.2474, 2.6029, 22.7295
O, 10.9153, 5.6923, 22.6129
O, 5.7984, -0.0212, 22.6678
O, 5.4719, 5.5092, 22.6227
O, 2.1387, 2.8363, 22.4543
O, 3.4043, 7.8605, 22.4951
O, -0.2768, 11.1031, 22.5743
Si, 2.1816, 2.944, 12.8726
Si, 8.6957, 1.3166, 10.3622
Si, 1.1138, 4.4956, 15.3252
Si, 7.5661, 5.5868, 12.1851
Si, 2.4935, 8.1598, 21.1861
Si, 5.4369, 7.792, 12.4627
Si, 9.304, 0.4476, 15.513
Si, 2.9715, -0.0413, 16.6655
Si, 10.4839, 1.1456, 12.611
Si, 7.8002, 2.8347, 21.2007
Si, 9.163, 8.7756, 14.469
Si, 1.481, 4.7671, 10.3595
Si, 4.5608, 9.4754, 19.1309
Si, 11.1183, 6.1273, 21.0496
Si, 6.6572, 10.4477, 14.8478
Si, 5.463, 0.6903, 21.245
Si, 2.3545, 9.8081, 10.384
Si, 0.5116, 10.5943, 21.2488
Si, 5.979, 5.3446, 21.0957
Si, 3.6465, 7.0805, 10.1133
Si, 9.0984, 5.6838, 14.8126
Si, 3.7487, 4.1185, 19.0987
Si, 10.0913, 3.6464, 19.3193
Si, 4.2941, 8.669, 15.3568
Si, 0.5045, 1.9136, 17.1579
Si, 6.9533, 7.5646, 19.1622
Si, 5.3335, 3.6299, 16.734
Si, 7.8666, 4.9862, 17.4925
Si, 6.6696, 9.9319, 10.3682
Si, 4.3889, 1.0575, 10.1009
Si, -0.0167, 9.0773, 11.9118
P, 9.2456, 8.7083, 20.7888
Si, 4.5946, 1.6669, 14.5747
Si, 2.5432, 2.0764, 21.0733
Si, 6.3419, 3.3462, 10.373
Si, 3.4856, 5.9164, 16.7241
Si, 9.8955, 6.5294, 10.3468
O, 0.1979, 2.6196, 18.5954
O, 2.9678, 9.6399, 15.5816
O, 10.9283, 4.7684, 20.1672
O, 7.5999, 2.4237, 9.9343
O, 10.9311, 5.3292, 10.8011
O, 6.6244, 6.7454, 12.8546
O, 10.3386, 8.0477, 10.7916
O, 7.7056, 9.4581, 13.998
O, 8.4177, 6.2077, 10.9455
O, 5.3771, 10.486, 20.1027
O, 2.1776, 3.7091, 11.4141
O, 8.2355, 8.5703, 19.4914
O, 6.4383, 6.8042, 20.5204
O, 5.5448, 2.734, 15.3873
O, 1.4239, 0.9154, 20.6874
O, 6.0612, 9.0655, 11.6209
O, 4.7065, 5.0136, 16.1314
O, 6.6893, 3.8688, 17.6129
O, 10.5208, 10.651, 11.8257
O, 5.6258, 0.4994, 13.9909
O, 8.1087, 5.0284, 15.898
O, 9.7681, 9.8077, 15.5906
O, -0.3276, 5.182, 15.0845
O, 1.6584, 6.7988, 20.8098
O, 1.5599, 0.641, 17.1797
O, 6.6312, 1.7556, 20.8256
O, 1.0384, 1.7666, 12.8275
O, 3.2643, 5.4948, 18.3104
O, 9.5479, 2.0056, 11.5875
O, 1.0368, 3.1032, 16.1739
O, 8.6279, 5.1576, 13.3458
O, 10.3124, 8.5588, 13.3256
O, 1.5191, 9.3798, 21.6526
O, 10.3388, 9.8772, 20.2159
O, 3.191, 0.2128, 10.8703
O, 5.093, 2.3588, 10.8301
O, 1.7825, 4.1303, 13.8989
O, 7.9222, 10.8784, 10.8434
O, 9.2127, 4.4754, 18.2297
O, 5.6762, 9.4931, 15.7649
O, 5.5373, -0.0281, 9.7288
O, 3.6203, 2.2829, 13.3863
O, 2.05, 5.63, 16.0161
O, 9.7419, 1.0487, 14.0548
O, 4.4208, 6.9402, 11.5259
O, 4.8198, 4.6375, 20.205
O, 9.9999, 1.3291, 16.6663
O, 6.6795, 4.3217, 11.645
O, 5.7107, 8.4484, 18.5684
O, 9.1171, 2.7091, 20.2429
O, 3.6661, 1.1369, 15.7979
O, 4.3114, 3.1031, 17.9202
O, 10.0339, 7.2688, 20.5707
O, 3.356, 8.6574, 9.8187
O, 3.9723, 7.4341, 16.3801
O, 7.6691, 0.4759, 15.7135
O, 8.9374, 7.2896, 15.0514
O, 4.0105, 1.4188, 21.33
O, 1.6082, 9.1443, 11.6968
O, 2.3287, 6.1474, 10.1987
O, 7.3997, 6.4443, 18.062
O, 7.2812, 4.3703, 21.0363
O, 4.5724, 8.2355, 13.7921
O, 3.4223, 8.6095, 19.9288
O, 2.6412, 3.2147, 19.8944
O, 3.8044, 10.3564, 17.9736

Results
free energy: -130871.716 eV
free energy less fixed offsets of O -569.03, P -756.45, Si -635.61 eV per atom: -2.476 eV

Forces (eV/angstrom), in the order of the atoms: element, x, y, z
Si, -0.0173, 0.0328, -0.0694
Si, 0.0186, -0.0223, -0.016
Si, -0.0481, 0.0306, -0.0528
Si, 0.0201, -0.0394, -0.0502
Si, 0.0218, -0.0299, -0.0711
Si, -0.0158, 0.0367, -0.0392
Si, 0.037, -0.0496, -0.0584
P, 0.0042, 0.0032, -0.0535
Si, -0.0075, 0.0107, -0.007
Si, -0.0118, -0.0458, -0.0317
Si, -0.0279, 0.0198, 0.0022
Si, 0.0123, -0.0255, -0.0062
Si, 0.0262, 0.0044, 0.0003
Si, -0.0009, 0.0261, -0.017
Si, 0.0399, 0.0013, 0.0105
Si, -0.0347, 0.0152, -0.0089
Si, 0.0154, 0.002, 0.0557
Si, -0.0055, 0.0143, 0.0124
Si, 0.012, 0.0048, -0.0102
Si, -0.0262, 0.006, 0.0593
Si, 0.0116, -0.0058, -0.0217
Si, -0.0083, 0.0032, 0.079
Si, -0.0017, -0.0052, 0.0691
Si, -0.0159, 0.0083, 0.0146
Si, 0.007, -0.0147, 0.0025
Si, -0.0152, -0.0092, -0.0124
Si, -0.0085, 0.0096, -0.009
Si, 0.0178, 0.0177, 0.0077
Si, 0.0143, 0.0154, -0.0201
Si, 0.0047, 0.0019, -0.0023
Si, -0.0057, -0.0131, 0.0168
Si, 0.0013, -0.0001, -0.0124
Si, 0.0201, -0.024, -0.0221
Si, -0.0223, 0.0203, -0.0213
Si, 0.0168, -0.0236, -0.016
Si, -0.0061, 0.0248, -0.0192
Si, -0.0151, 0.021, -0.0341
Si, 0.0223, -0.0204, -0.0182
Si, -0.0286, 0.0137, -0.0223
Si, 0.017, -0.0153, -0.0157
Si, 0.1969, -0.0845, 0.0671
Si, -0.1752, 0.1659, -0.0362
Si, 0.1231, -0.1534, 0.0167
Si, -0.1591, 0.1676, -0.0551
Si, -0.1279, 0.1717, -0.0228
Si, 0.1038, -0.1762, 0.0333
Si, -0.2015, 0.0844, -0.0857
Si, 0.1603, -0.0791, 0.0261
Si, 0.0844, -0.1058, 0.0645
Si, -0.165, 0.0506, -0.0604
Si, -0.1786, 0.1187, -0.0401
Si, 0.067, -0.1284, 0.0534
Si, -0.1594, 0.1183, -0.0494
Si, 0.1053, -0.1494, 0.1054
Si, 0.143, -0.1418, 0.0691
Si, -0.0503, 0.1301, -0.0488
Si, 0.0211, -0.0231, 0.0171
Si, -0.0207, 0.0127, 0.0176
Si, -0.0167, 0.0162, 0.018
Si, 0.0201, -0.0252, 0.0175
Si, -0.0135, 0.0204, 0.0162
Si, 0.0185, -0.0194, 0.0193
Si, 0.0263, -0.025, 0.0198
Si, -0.0271, 0.0253, 0.0139
Si, -0.004, 0.0057, 0.0114
Si, 0.0025, 0.0001, -0.0145
Si, 0.0045, 0.0162, 0.0316
Si, -0.0022, -0.0028, -0.0044
Si, -0.0066, 0.0006, 0.0077
Si, -0.0064, -0.0009, 0.0148
Si, -0.0054, 0.0021, -0.0069
Si, 0.0091, -0.0139, 0.0233
Si, -0.0069, 0.0008, 0.0119
Si, 0.0088, -0.002, -0.0493
Si, -0.0047, -0.0036, 0.0006
Si, 0.0042, 0.0028, -0.0832
Si, 0.0062, 0.0021, -0.0736
Si, 0.006, 0.0016, 0.009
Si, 0.0073, -0.0062, -0.0472
Si, 0.0022, 0.0031, 0.0187
Si, -0.016, -0.0038, 0.0068
Si, 0.0021, -0.0228, -0.0093
Si, 0.012, -0.0169, 0.015
Si, -0.0034, 0.0069, -0.0031
Si, 0.0144, -0.0102, 0.0067
Si, -0.0364, -0.005, 0.013
Si, 0.0039, 0.0296, 0.0087
Si, 0.0203, 0.0052, 0.0032
Si, -0.0467, 0.0525, 0.0694
Si, 0.0224, -0.0199, 0.054
Si, 0.0329, -0.0305, 0.0422
Si, -0.0566, 0.0226, 0.0541
Si, 0.0437, -0.0332, 0.0532
Si, -0.0117, 0.0086, 0.056
Si, -0.0104, 0.0446, 0.0525
Si, 0.0271, -0.0468, 0.0432
O, -0.0192, 0.0036, 0.0081
O, 0.0002, 0.0229, 0.0064
O, -0.0046, 0.0108, 0.0059
O, 0.0013, -0.0076, -0.0111
O, 0.0174, -0.0083, 0.0041
O, 0.0312, -0.0204, 0.0129
O, 0.0006, 0.0267, 0.0015
O, -0.0054, -0.0006, -0.0018
O, -0.0036, 0.0052, -0.0158
O, 0.0126, -0.0006, -0.0082
O, 0.0004, 0.0046, -0.0117
O, 0.0084, -0.0022, -0.0149
O, 0.0133, -0.0093, -0.005
O, -0.0181, 0.0045, 0.0038
O, 0.0199, -0.0112, 0.0037
Si, 0.0051, -0.0052, -0.0028
Si, -0.0092, 0.0062, 0.0055
Si, 0.0065, -0.0001, -0.0011
Si, -0.0042, 0.0024, -0.0022
Si, 0.0053, -0.0025, -0.0012
Si, 0, -0.0021, -0.0006
Si, -0.0013, 0.0032, 0.0052
Si, -0.001, 0.0011, 0.005
Si, 0.0091, 0.003, 0.0015
Si, 0.0089, 0.0019, 0.0019
Si, -0.0018, -0.0012, 0.0017
Si, -0.0006, -0.0021, -0.0055
Si, 0.0028, -0.0064, 0.003
Si, 0.0037, 0.0013, 0.002
Si, 0.0037, 0.0034, 0.0003
Si, 0.0015, -0.009, -0.0072
Si, 0.011, 0.0006, 0.0102
Si, -0.0077, 0.0049, 0.0105
Si, 0.0073, 0.0096, 0
Si, 0.0013, -0.0093, -0.0011
Si, -0.0003, -0.0008, -0.0025
Si, -0.0062, 0.0012, 0.0069
Si, 0.0028, 0.0017, 0.0074
Si, 0.0035, 0.0008, 0.0005
Si, 0.002, 0.0015, 0.0049
Si, 0.0035, 0.0112, -0.0012
Si, 0.0047, -0.0042, -0.0003
Si, -0.0006, 0.0021, 0.0113
Si, -0.0093, 0.0054, -0.0003
Si, 0.0005, 0.0111, -0.0149
Si, 0.0035, -0.0002, -0.0008
P, 0.008, -0.0009, -0.0145
Si, 0.0013, 0.0023, -0.005
Si, 0.0016, -0.0004, 0.0003
Si, 0.003, -0.002, -0.0018
Si, -0.0001, 0.0041, 0.0094
Si, 0.0021, -0.0088, -0.0005
O, -0.0143, 0.0151, -0.0155
O, 0.0249, 0.0023, 0.0101
O, -0.0113, 0.0026, -0.0008
O, -0.0039, -0.0112, 0.0255
O, -0.008, 0.0116, -0.0177
O, 0.0063, -0.0003, -0.0225
O, 0.0057, -0.0091, 0.007
O, 0.0164, -0.0014, 0.0362
O, 0.0066, -0.0102, 0.0174
O, -0.0148, 0.0192, 0.0127
O, -0.0094, 0.0028, -0.0082
O, -0.0253, -0.0205, 0.0017
O, -0.0008, -0.0224, -0.02
O, 0.0082, -0.0058, -0.0019
O, 0.0142, 0.006, 0.0298
O, -0.0042, -0.013, -0.0213
O, -0.0152, -0.0024, 0.0294
O, 0.005, 0.0182, -0.0106
O, 0.0058, 0.0058, 0.015
O, -0.0025, 0.0078, 0.0374
O, 0.022, 0.0078, 0.0005
O, -0.0207, 0.0119, -0.0294
O, -0.0035, 0, -0.0023
O, -0.0095, 0.0206, 0.0149
O, -0.003, 0.0164, -0.0101
O, 0.0035, 0.0003, 0.0217
O, -0.0117, 0.0117, -0.0018
O, 0.0177, -0.0252, -0.0232
O, -0.0008, -0.0143, -0.0101
O, -0.0088, 0.0046, 0.0002
O, -0.0078, 0.0174, 0.0047
O, -0.002, 0.0158, -0.0001
O, -0.0014, 0.0084, -0.021
O, -0.0015, -0.022, 0.0159
O, 0.0008, -0.023, -0.0201
O, 0.0255, -0.0108, -0.0276
O, -0.0051, -0.0194, 0.0141
O, -0.0102, 0.0142, -0.0296
O, -0.0073, -0.012, 0.0036
O, -0.006, 0.0067, -0.0328
O, 0.0017, 0.0067, 0.0282
O, -0.0165, 0.0006, 0.0181
O, 0.0119, -0.019, -0.0072
O, 0.0079, -0.0168, -0.0011
O, 0.0053, 0.0245, -0.0135
O, 0.0122, 0.0153, 0.0021
O, 0.0176, -0.007, -0.0213
O, 0.0159, 0.006, -0.0201
O, 0.0114, -0.0045, 0.0258
O, -0.0085, 0.0225, -0.0018
O, 0.004, -0.0116, -0.0162
O, -0.0044, 0.0341, -0.0023
O, 0.0247, -0.0053, 0.0138
O, -0.0154, 0.0067, 0.0175
O, -0.0035, -0.0028, -0.0183
O, 0.0158, -0.013, -0.0258
O, 0.0024, 0.0023, -0.0133
O, 0.0053, 0.003, -0.0112
O, -0.0019, 0.0041, -0.0293
O, 0.0176, -0.0072, 0.0008
O, 0.0025, -0.0137, 0.0093
O, -0.0158, -0.0117, 0.0025
O, 0.0115, -0.003, -0.0032
O, 0.0086, 0.0094, 0.0099
O, 0.0161, -0.0154, 0.0214
O, -0.0053, -0.005, -0.0076

The program warned: the cutoff lies below the one the program advises for these potential files; the forces do not sum to zero within the program's tolerance; the exchange-correlation potential is rough where the density is thin.
